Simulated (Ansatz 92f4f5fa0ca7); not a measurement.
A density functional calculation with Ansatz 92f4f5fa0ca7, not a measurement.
Periodic cell of 221 atoms, Si132O88H1, from a study of silicon, its oxide and their interface. The atomic structure is a simulated model.
Doubt: the cutoff is far below the 930 eV that the study's wrapper takes by default for these files, so forces and energies are approximate.
This geometry differs little from another in the collection (a relaxation step or a small displacement).

Settings: functional PBE; potential files Ansatz PAW; basis plane waves; wave-function cutoff 580 eV; density cutoff ratio 5; exchange-correlation grid ratio 1; k mesh 1 x 1 x 1, Gamma-centred; self-consistency stop 5e-08 eV per atom in the density residual; occupations fixed; spin none; net charge +1 e, with a uniform compensating background and no finite-size correction.

Cell vectors (angstrom)
a	10.938	0	0
b	0	10.938	0
c	0	0	32.1645

Atoms and the computed forces on them: element, x, y, z (angstrom), force x, y, z (eV/angstrom)
Si	0.188	-0.136	24.5026	-0.0015	0.0026	-0.002
Si	5.5894	-0.3115	24.7663	0.0001	-0.0002	0
Si	2.5146	3.0472	24.4906	-0.0011	-0.0021	-0.0048
Si	8.0809	2.9709	25.0611	0.0007	0.0006	0.0013
Si	0.0402	5.1256	24.6777	-0.0002	0.0012	0.0003
Si	5.8211	5.1447	24.6543	0.0019	-0.002	-0.0039
Si	2.4434	8.5118	24.6086	0.0007	-0.0005	-0.0035
Si	7.9889	8.5936	24.7979	-0.0011	0.0025	-0.0002
Si	1.3993	1.4089	25.8561	-0.0005	-0.0011	-0.0005
Si	6.7505	1.3302	26.0447	0.0004	-0.0003	0.0005
Si	4.0685	4.1598	25.9242	0.0024	-0.0012	0.0012
Si	9.6154	4.132	26.3162	-0.0016	-0.0005	0.0004
Si	1.2682	6.8463	25.847	-0.0001	-0.0013	0
Si	6.8556	6.8556	25.9579	0.0004	0.0005	0.0013
Si	4.028	9.5059	26.0862	0.0032	-0.0017	0.0011
Si	9.5871	9.7303	26.0378	-0.0014	0.0023	-0.0004
Si	2.7151	0.048	27.3557	-0.0002	0.0007	0.0002
Si	8.1808	0.0583	27.4199	-0.0012	-0.0014	-0.001
Si	0.0676	2.6562	27.4201	-0.0001	0.0013	0.0002
Si	5.3966	2.7562	27.3598	0.0009	0.0013	-0.0011
Si	2.6971	5.5361	27.3073	-0.0018	0.0016	0.0014
Si	8.1782	5.5535	27.4464	-0.0002	-0.0007	-0.0011
Si	-0.0315	8.2159	27.3321	0.0007	-0.0013	0.0011
Si	5.4566	8.1567	27.3844	-0.0007	0.0019	-0.0017
Si	4.1018	1.3673	28.7462	-0.2287	0.1286	0.0808
Si	9.5708	1.3673	28.7462	0.1078	0.0254	0.4624
Si	1.3673	4.1018	28.7462	0.3557	0.0577	-0.1854
Si	6.8362	4.1018	28.7462	-0.2708	0.0372	-0.1301
Si	4.1018	6.8362	28.7462	-0.204	-0.1992	0.049
Si	9.5708	6.8362	28.7462	0.0918	0.5822	0.3618
Si	1.3673	9.5708	28.7462	-0.096	0.0592	-0.3603
Si	6.8362	9.5708	28.7462	-0.0221	-0.1775	-0.0778
Si	0	0	30.1135	-0.13	-0.1168	0.03
Si	5.469	0	30.1135	-0.005	-0.0149	-0.0562
Si	2.7345	2.7345	30.1135	0.1209	0.0799	0.0301
Si	8.2035	2.7345	30.1135	0.1183	0.0336	-0.0315
Si	0	5.469	30.1135	-0.0154	-0.0068	-0.0628
Si	5.469	5.469	30.1135	-0.0929	-0.136	0.0214
Si	2.7345	8.2035	30.1135	0.0421	0.0277	-0.051
Si	8.2035	8.2035	30.1135	0.123	0.0393	0.0519
Si	1.3673	1.3673	31.4807	-0.0192	0.047	-0.0507
Si	6.8362	1.3673	31.4807	-0.0194	-0.0239	-0.0322
Si	4.1018	4.1018	31.4807	-0.0143	-0.0419	0.0189
Si	9.5708	4.1018	31.4807	-0.047	0.0369	-0.0025
Si	1.3673	6.8362	31.4807	0.0122	0.0068	-0.0342
Si	6.8362	6.8362	31.4807	0.0006	0.04	-0.043
Si	4.1018	9.5708	31.4807	-0.0164	0.004	-0.0057
Si	9.5708	9.5708	31.4807	-0.034	0.0283	0.0187
Si	2.7345	0	0.6835	-0.0154	0.0056	0.0273
Si	8.2035	0	0.6835	0.0556	0.0164	0.01
Si	0	2.7345	0.6835	-0.013	-0.0384	0.0261
Si	5.469	2.7345	0.6835	0.0535	-0.0196	0.0037
Si	2.7345	5.469	0.6835	0.0034	-0.0096	0
Si	8.2035	5.469	0.6835	0.0173	-0.0366	0.0344
Si	0	8.2035	0.6835	-0.0141	-0.0226	-0.0021
Si	5.469	8.2035	0.6835	0.0263	-0.0165	0.0285
Si	4.1018	1.3673	2.0507	0.0313	0.093	0.0333
Si	9.5708	1.3673	2.0507	-0.0712	-0.0495	-0.0111
Si	1.3673	4.1018	2.0507	0.0817	0.0441	-0.0122
Si	6.8362	4.1018	2.0507	-0.0831	-0.0667	0.014
Si	4.1018	6.8362	2.0507	-0.1096	-0.0422	0.0193
Si	9.5708	6.8362	2.0507	0.0319	0.0844	0.0283
Si	1.3673	9.5708	2.0507	-0.0633	-0.0329	0.0165
Si	6.8362	9.5708	2.0507	-0.0418	0.0046	-0.0037
Si	0	0	3.418	-0.3229	-0.147	-0.3219
Si	5.469	0	3.418	0.3014	-0.0734	0.0991
Si	2.7345	2.7345	3.418	0.3213	0.5223	-0.2575
Si	8.2035	2.7345	3.418	-0.0016	-0.0647	0.1293
Si	0	5.469	3.418	0.1733	-0.0023	0.2435
Si	5.469	5.469	3.418	-0.1081	-0.4321	0.0195
Si	2.7345	8.2035	3.418	-0.0699	-0.2149	-0.1428
Si	8.2035	8.2035	3.418	0.061	-0.0123	0.0204
Si	1.3621	1.3887	4.673	0.0025	0.0022	0.0049
Si	6.8627	1.3404	4.8241	0.0011	0.0007	0.0015
Si	4.1292	4.0739	4.8633	0.0018	-0.0052	0.0004
Si	9.5793	4.09	4.7904	-0.0004	0	-0.0009
Si	1.3907	6.8397	4.8283	0.0005	0.0008	0.0015
Si	6.886	6.7468	4.7589	-0.0006	0.0016	0
Si	4.125	9.5193	4.7475	0.0028	-0.0011	-0.0006
Si	9.5607	9.5689	4.8026	0.0002	0.0018	0.0046
Si	2.6652	-0.0527	5.9378	-0.0102	-0.0045	-0.0092
Si	8.2028	-0.012	6.2445	0.0038	0.0013	-0.0011
Si	0.0282	2.6985	6.0817	0.0014	-0.0022	0.0006
Si	5.4597	2.5781	6.2577	-0.0094	-0.0039	0.0006
Si	2.7398	5.5045	6.286	-0.003	0.001	-0.0008
Si	8.1867	5.3627	6.2133	-0.0003	-0.0012	0.001
Si	-0.0409	8.1515	6.1689	-0.0052	-0.0057	-0.0062
Si	5.4869	8.1054	6.0851	-0.0038	-0.004	0.0012
Si	3.7164	1.3716	7.4425	0.0116	0.0275	0.0039
Si	9.9059	1.1283	7.4501	-0.0038	-0.002	-0.002
Si	1.6232	3.7808	7.4341	0.0011	-0.0071	0.0005
Si	6.6569	4.1228	7.5705	-0.0004	0.0008	-0.0001
Si	4.5218	6.5087	7.5622	0.009	0.0058	0.0004
Si	9.2854	7.0296	7.4678	0.0002	0.0018	0.003
Si	1.156	9.8004	7.3135	0.0038	0.0117	0.0072
Si	7.0063	9.2372	7.41	0.0024	-0.0006	0.0021
O	1.2522	4.0996	24.0846	0.0006	0.0002	0.0015
O	6.7805	9.5926	24.2283	0.0003	-0.0026	-0.0008
O	2.9228	2.7929	7.5344	0.001	-0.0104	-0.0014
O	8.1624	8.1732	7.8993	-0.0015	-0.001	-0.001
O	5.5803	5.3373	8.0225	-0.0034	0	-0.0011
O	0.0841	-0.0136	7.925	0.002	-0.0006	-0.0008
O	5.3538	5.5215	23.1203	-0.0004	0	0.0033
O	10.5203	0.4932	23.0613	0.0012	-0.0015	0.0013
O	2.1954	9.3785	8.5534	0.0006	-0.0026	0.0009
O	1.223	3.9063	9.0237	0.0051	0.0001	-0.0001
O	9.4815	1.984	8.7754	-0.0012	0.0018	0.0024
O	7.6049	9.9533	12.0544	-0.0004	0.0002	-0.0001
O	3.517	0.7643	9.0042	-0.0016	-0.0042	0.0035
O	4.357	7.3269	9.3724	0.0004	-0.002	-0.0012
O	7.2545	3.3765	8.9208	-0.0019	-0.0007	0.0027
O	9.8569	6.4948	8.9204	-0.0006	0.0004	-0.0016
O	3.3423	2.4574	23.1487	-0.0014	0.0018	0.0023
O	4.659	0.1783	23.5006	0	0.0002	0.0008
O	9.2064	2.4883	23.9791	0.0006	0.0003	0.0006
O	9.8219	5.5766	23.5468	0.0009	-0.001	0.0004
O	19.8882	8.1253	23.5431	-0.0006	0	0.0013
O	3.2892	7.9694	23.3002	-0.0005	0.0004	0.002
O	6.9888	4.0054	24.3823	-0.0013	0.0018	-0.0002
O	1.3155	9.639	24.1015	0.0004	0	0.0027
Si	3.8406	6.3835	10.7771	0.0011	-0.0011	0.0048
Si	9.1091	4.2648	14.6379	-0.0002	0	0.0002
Si	7.4377	8.3329	11.9501	0.0021	-0.0006	0.0012
Si	4.2087	1.273	22.3779	0.0008	-0.0008	-0.0006
Si	17.1333	3.8261	14.2514	0	0.0001	-0.0009
Si	2.7383	-0.4547	20.1484	-0.0003	0.0002	0.0004
Si	7.1813	4.1517	19.4657	0.0003	-0.0005	0.0003
Si	14.0124	6.6288	16.4751	-0.0002	-0.0001	0.0007
Si	1.9192	4.1913	10.4721	-0.0007	-0.0054	0.0002
Si	5.6986	16.1943	16.7595	-0.0001	0	0.0003
Si	3.7753	9.7424	17.2831	-0.0001	0.0001	0.0003
Si	10.2397	4.4559	11.7098	-0.0009	-0.0002	0.0014
Si	10.9134	6.5125	16.0749	-0.0002	0	0.0004
Si	7.9828	1.6047	14.5379	-0.0008	0.0003	0.0001
Si	2.7966	10.391	9.7007	-0.0063	-0.0016	0.0002
Si	9.1231	6.7797	22.6452	0.0004	0.0002	-0.001
Si	11.1849	-1.145	11.2166	-0.0019	-0.0004	0.0003
Si	3.5891	-3.2822	13.7504	-0.0002	-0.0004	0.0016
Si	5.2195	8.7527	9.9185	0.0056	0.002	-0.0011
Si	9.5716	1.7651	22.5853	-0.0009	-0.0007	-0.0002
Si	11.9353	-0.4312	16.6049	-0.0003	0.0002	0.0003
Si	8.422	2.642	9.822	0.0073	-0.0018	-0.0007
Si	-0.4224	8.2388	18.412	0	0.0002	-0.0001
Si	11.7538	-2.0415	14.1658	-0.0009	0.0001	0.0005
Si	4.7107	3.8015	11.5867	0.0031	-0.0049	-0.0039
Si	6.0223	6.0801	21.7333	0.0002	-0.0003	-0.0003
Si	6.4771	7.7254	14.7402	0.0005	-0.0001	0.0009
Si	11.5445	6.5128	20.692	0	-0.0001	-0.0001
Si	11.0989	1.0813	18.8474	-0.0002	-0.0001	0.0003
Si	14.2261	7.6866	21.6844	-0.0004	0.0004	-0.0008
Si	6.9647	1.364	20.7948	0.0001	0	0.0003
Si	9.9725	7.197	10.3947	-0.0004	0.0003	0.0003
Si	-0.6411	3.6835	20.1888	-0.0003	-0.0002	0.0002
Si	8.4551	-0.6168	19.1385	-0.0001	0.0002	-0.001
Si	6.8421	10.2116	16.3954	0.0015	0.0005	0.0008
Si	8.5627	0.3241	11.8191	0.0003	-0.0005	0.0012
O	13.3711	8.7833	13.9295	0.0004	0.0002	-0.0004
O	7.7324	-0.7792	17.7195	-0.0001	-0.0002	0.0004
O	6.0285	8.104	11.1391	-0.0032	0	-0.0017
O	1.6144	10.6103	10.8057	0.0015	0.0007	-0.0016
O	4.9933	-5.6864	10.8454	-0.0011	0.0014	-0.0011
O	9.9985	7.1997	17.2512	0.0001	0	0.0001
O	6.2574	4.9506	20.5689	-0.0003	0.0005	0.0001
O	6.6504	13.2483	13.9076	0.0008	-0.0007	0.0024
O	3.5923	7.1631	12.1746	0.0006	-0.0009	-0.0033
O	2.4101	5.7667	10.3207	0.0005	0.0019	-0.0012
O	7.5748	4.7547	14.2437	0.0003	-0.0004	0.0002
O	11.4275	-1.6007	17.6241	0	-0.0003	0.0001
O	9.8965	4.1623	13.239	0	0.0001	-0.0005
O	0.6253	7.4519	19.3676	0.0001	-0.0002	0.0001
O	6.9597	2.5236	19.6175	-0.0001	0.0001	-0.0002
O	12.4305	6.1977	16.6851	-0.0001	0	0
O	17.2262	6.5277	15.8527	-0.0001	0	-0.0001
O	13.0283	6.5912	21.3886	0.0003	0.0001	-0.0001
O	3.2804	0.6416	21.2138	0.0003	0.0003	0.0003
O	0.7743	3.8051	11.5328	0.0004	0.0012	-0.0018
O	7.2213	-0.1369	20.1324	-0.0001	-0.0001	-0.0005
O	8.1601	1.3895	21.896	0.0004	0	-0.0003
O	-1.6589	8.8911	19.288	-0.0003	0.0007	-0.0004
O	2.7781	9.0389	20.914	0.0001	-0.0007	0.0001
O	12.2302	0.1998	19.6758	0	-0.0001	-0.0001
O	6.0888	9.5245	8.7968	-0.0017	-0.0005	0.0016
O	8.5549	7.7348	10.9582	-0.0003	-0.0002	0.0001
O	8.8246	0.9413	13.3043	-0.0008	-0.0004	-0.0007
O	7.3858	11.5157	15.6156	-0.0002	-0.0009	0.0001
O	5.6482	2.5695	11.144	-0.0752	-0.131	-0.1614
O	2.6208	-0.3611	16.4927	0.0002	-0.0002	0
O	3.2017	14.3159	11.0849	-0.0026	0.0042	0.0016
O	-6.7714	5.6526	17.2316	0	0.0001	0
O	11.1247	7.5216	14.7894	0.0002	0.0001	-0.0003
O	4.0309	9.6719	10.4962	-0.0005	0.0002	0.0006
O	3.4368	8.1439	17.0242	-0.0001	-0.0001	-0.0001
O	10.0109	5.2197	15.6107	-0.0003	0.0002	-0.0001
O	10.2904	2.8386	21.597	0.0003	0.0003	-0.0004
O	5.0337	15.1132	13.1487	-0.0023	0.0004	0.0014
O	4.8279	7.1667	21.2609	-0.0002	0	-0.0001
O	11.0313	2.6851	19.1213	0	0.0001	-0.0001
O	8.9308	2.748	15.2587	-0.0004	-0.0001	-0.0002
O	3.7014	-0.7229	18.8468	-0.0001	0	-0.0002
O	5.5908	1.6897	21.6146	-0.0006	0.0001	0
O	5.2411	10.1757	16.7127	-0.0001	0	-0.0002
O	7.9133	1.4066	10.7748	-0.0008	0.0032	-0.0008
O	9.6021	0.5389	19.2297	-0.0006	-0.0007	-0.0001
O	17.6151	4.7814	18.0073	-0.0001	0	-0.0002
O	7.5929	6.5304	22.0646	0.0007	0	0.0005
O	-5.8958	-2.6735	14.1452	-0.0006	-0.0001	-0.0004
O	7.3747	-3.431	13.3599	0	0.0003	-0.001
O	11.3842	-0.7594	15.1073	0.0002	-0.0003	-0.0001
O	10.2597	7.0908	21.5297	-0.0006	-0.0002	0
O	9.1262	3.8065	10.7141	-0.0002	-0.0003	-0.0005
O	8.8179	-6.6504	19.7182	0	0.0001	-0.0002
O	0.4302	11.896	17.2292	0.0001	-0.0001	-0.0002
O	16.4969	3.9806	15.7422	0.0001	-0.0002	0.0003
O	11.1097	-1.7484	12.7176	0.0001	0.0003	-0.0009
O	11.293	4.9488	20.3505	0.0003	0.0005	0
O	0.0526	8.474	10.2539	0.0003	0.0003	-0.0001
O	10.45	6.0499	11.4317	0.0003	-0.0001	-0.0004
O	9.9603	-0.0943	11.0944	-0.0003	0.0003	0.0008
O	14.2343	6.4705	14.8362	0.0002	0.0002	-0.0005
O	7.2394	8.9237	15.4981	-0.0004	0.0008	0.0002
H	5.2647	1.9601	10.4876	0.0764	0.1357	0.1582

Results
free energy: -133979.734 eV
free energy less fixed offsets of H -15.97, O -568.88, Si -635.61 eV per atom: -1.804 eV

The program warned: the cutoff lies below the one the program advises for these potential files; the forces do not sum to zero within the program's tolerance; the exchange-correlation potential is rough where the density is thin.
